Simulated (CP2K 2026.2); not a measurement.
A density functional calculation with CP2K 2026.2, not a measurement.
Periodic cell of 504 atoms, Si360O144, from a study of silicon, its oxide and their interface. The atomic structure is a simulated model.
Doubt: the forces sum to 0.73 eV/angstrom along one axis rather than to zero, so they err by at least 0.0015 eV/angstrom per atom on average; the grid cutoff is modest.

Settings
functional: PBE
method: Gaussian and plane waves
basis set: DZVP-MOLOPT-SR-GTH
pseudopotentials: GTH-PBE
grid cutoff: 300 Ry, relative cutoff 40 Ry
k points: Gamma only
occupations: fixed
spin: none
net charge: 0

Cell vectors (angstrom)
a	16.32	0	0
b	0	16.32	0
c	-7.069	-5.6843	33.62

Atoms and the computed forces on them: element, x, y, z (angstrom), force x, y, z (eV/angstrom)
Si	1.113	-1.13	0.064	0.116	-0.121	0.669
Si	4.299	1.109	0.025	-0.166	0.143	0.783
Si	1.154	4.271	0.178	0.237	-0.058	0.723
Si	3.823	7.25	0.173	0.009	-0.199	0.789
Si	1.507	-6.953	-0.031	-0.207	0.199	0.752
Si	4.321	-4.426	-0.082	-0.17	0.315	0.705
Si	6.5	-1.125	0.017	0.173	-0.108	0.766
Si	9.252	1.636	0.107	0.055	-0.212	0.746
Si	6.998	3.82	0.07	-0.206	0.114	0.729
Si	9.63	6.441	0.122	-0.066	0.266	0.702
Si	6.68	9.802	0.158	0.077	-0.141	0.696
Si	-6.511	-4.233	0.108	-0.111	0.107	0.734
Si	-3.661	-1.628	0.055	-0.141	0.045	0.715
Si	-1.027	1.151	0.202	-0.086	0.051	0.677
Si	-4.428	4.216	0.054	0.309	-0.09	0.667
Si	-1.002	6.556	0.087	-0.279	0.092	0.729
Si	-4.426	-6.566	0.003	0.107	-0.163	0.682
Si	-1.596	-4.002	-0.095	0.225	-0.118	0.732
Si	2.712	-0.006	1.362	0.015	-0.007	-0.041
Si	5.432	2.672	1.371	-0.005	-0.024	-0.065
Si	2.763	5.502	1.358	-0.005	-0.003	-0.075
Si	5.459	8.271	1.476	0.01	0.001	-0.056
Si	2.714	-5.438	1.307	0.011	-0.01	-0.071
Si	5.365	-2.743	1.266	-0.005	-0.008	-0.038
Si	8.114	-0.005	1.334	-0.031	0.007	-0.062
Si	-5.486	2.695	1.458	-0.022	-0.015	-0.06
Si	8.089	5.366	1.464	-0.012	-0.017	-0.06
Si	-5.538	8.145	1.304	-0.005	-0.035	-0.043
Si	8.213	-5.349	1.438	0.027	0.01	-0.033
Si	-5.316	-2.692	1.371	0.001	-0.004	-0.068
Si	-2.624	-0.042	1.426	-0.006	0.006	-0.067
Si	0.05	2.726	1.526	0.004	0.016	-0.027
Si	-2.729	5.402	1.241	-0.009	0.002	-0.056
Si	0.033	8.182	1.383	0.01	0.001	-0.07
Si	-2.77	-5.484	1.302	-0.023	0.011	-0.067
Si	-0.033	-2.789	1.265	-0.011	-0.006	-0.039
Si	1.442	1.365	2.797	0.008	-0.017	0.033
Si	4.102	4.098	2.695	-0.009	-0.013	0.02
Si	1.392	6.829	2.76	0.008	0.003	0.041
Si	4.065	9.603	2.789	-0.026	0	0.037
Si	1.358	-4.076	2.655	-0.009	-0.002	0.013
Si	4.038	-1.413	2.699	0.009	0.009	0.034
Si	6.788	1.332	2.76	0.008	0	0.041
Si	9.491	4.055	2.828	-0.002	-0.003	0.028
Si	6.773	6.808	2.759	0.006	0.008	0.011
Si	9.494	-6.822	2.743	0.011	-0.004	0.024
Si	6.791	-3.993	2.708	-0.021	0.02	0.021
Si	-6.776	-1.345	2.657	-0.007	-0.011	0.014
Si	-4.062	1.32	2.717	0.011	0.006	0.004
Si	-1.423	4.085	2.734	0.007	0.021	0.005
Si	-4.074	6.805	2.631	-0.008	0.006	-0.009
Si	-1.387	-6.806	2.679	-0.016	0.003	0.005
Si	-4.036	-4.098	2.748	0.02	-0.005	0.048
Si	-1.299	-1.427	2.759	0.015	-0.021	0.045
Si	0.046	-0.024	4.098	-0.009	-0.013	-0.016
Si	2.77	2.754	4.112	0.01	-0.006	0.007
Si	-0.018	5.452	4.068	0.002	-0.014	-0.021
Si	2.732	8.188	4.123	0.025	-0.017	-0.004
Si	-0.005	-5.441	4.028	0.011	0.002	-0.012
Si	2.689	-2.738	4.077	0.01	0.008	0.004
Si	5.414	-0.042	4.073	0.004	0.009	-0.024
Si	8.137	2.682	4.145	-0.005	-0.008	0.003
Si	5.432	5.436	4.1	0.005	-0.013	0.006
Si	8.145	-8.163	4.109	-0.003	0.014	0
Si	5.451	-5.364	4.099	-0.012	-0.002	-0.009
Si	8.181	-2.677	4.06	-0.011	0.005	0.002
Si	-5.441	-0.013	4.069	-0.001	0.001	0.005
Si	-2.739	2.705	4.092	-0.004	0.006	0.013
Si	-5.422	5.466	4.068	-0.004	0.012	-0.017
Si	-2.734	8.148	4.044	-0.022	-0.019	-0.009
Si	-5.433	-5.46	4.076	-0.007	0.021	-0.013
Si	-2.687	-2.748	4.118	-0.012	0.006	-0.009
Si	1.348	-1.347	16.31	0.003	0.001	-0.019
Si	4.073	1.371	16.309	0.004	-0.003	-0.013
Si	1.367	4.079	16.35	0.006	-0.002	0
Si	4.072	6.802	16.326	-0.004	0.003	-0.001
Si	1.353	-6.8	16.279	0	0.002	-0.017
Si	4.09	-4.077	16.294	0.001	0.002	-0.019
Si	6.818	-1.345	16.309	0.003	0.013	-0.016
Si	-6.793	1.344	16.312	0.002	-0.013	-0.012
Si	6.817	4.086	16.3	0	0.001	-0.009
Si	-6.793	6.808	16.323	-0.001	-0.001	-0.013
Si	6.807	-6.786	16.34	-0.007	0.008	-0.002
Si	-6.805	-4.087	16.329	-0.014	0.002	-0.009
Si	-4.062	-1.375	16.345	0.002	0.006	-0.011
Si	-1.364	1.349	16.328	0.004	-0.001	-0.009
Si	-4.086	4.072	16.31	-0.004	0.002	-0.008
Si	-1.368	6.788	16.29	0.003	-0.002	-0.013
Si	-4.09	9.519	16.342	-0.001	-0.005	0.003
Si	-1.397	-4.083	16.331	0	-0.018	-0.015
Si	2.731	-0.009	17.666	-0.015	-0.005	0.015
Si	5.443	2.741	17.645	0.009	-0.014	-0.004
Si	2.714	5.463	17.72	-0.007	0.008	-0.005
Si	5.421	8.178	17.673	0.006	0.012	0.02
Si	2.686	-5.411	17.619	0.007	-0.006	0.004
Si	5.485	-2.74	17.641	-0.009	0.005	-0.023
Si	8.159	0.017	17.691	-0.006	-0.017	0.013
Si	-5.427	2.688	17.666	-0.007	0.005	-0.001
Si	8.184	5.431	17.665	-0.01	-0.003	0.008
Si	-5.453	8.165	17.71	-0.007	-0.003	0.003
Si	8.18	-5.443	17.724	0.003	-0.001	0.002
Si	-5.438	-2.74	17.681	0.006	0.003	0.011
Si	-2.703	-0.011	17.719	0.005	-0.008	0.002
Si	0.007	2.688	17.686	0.002	0.001	0.01
Si	-2.74	5.451	17.652	0.012	0.006	0.015
Si	0.018	-8.189	17.622	0.008	0.009	-0.006
Si	-2.736	-5.454	17.72	0.011	0.021	0.024
Si	-0.072	-2.662	17.654	0.008	0.006	-0.025
Si	1.353	1.297	19.057	-0.017	0.002	-0.022
Si	4.121	4.101	19.026	0.005	0.006	-0.006
Si	1.319	6.821	19.075	0.013	-0.006	-0.015
Si	3.999	-6.777	18.992	0.002	-0.021	-0.047
Si	1.31	-4.014	18.927	0.009	-0.01	-0.019
Si	4.154	-1.366	18.971	-0.005	0.008	-0.028
Si	6.793	1.417	19.03	0.008	0.007	-0.045
Si	-6.775	4.043	19.015	-0.015	-0.003	-0.02
Si	6.832	6.821	18.994	-0.014	0.019	-0.045
Si	-6.776	9.532	19.115	0.01	-0.005	-0.014
Si	6.803	-4.081	19.06	-0.001	0.004	-0.011
Si	9.52	-1.376	19.026	-0.012	0.003	-0.038
Si	-4.085	1.335	19.055	-0.016	0.006	-0.001
Si	-1.38	4.083	18.982	0.027	-0.023	-0.035
Si	-4.096	6.787	19.049	-0.002	-0.012	-0.012
Si	-1.323	-6.87	18.991	-0.018	0.015	-0.03
Si	-4.118	-4.092	19.092	-0.008	-0.008	-0.041
Si	-1.369	-1.347	19.137	0.009	-0.007	0.017
Si	0.028	-0.053	20.551	0.033	0.034	0.058
Si	2.767	2.705	20.32	-0.002	-0.013	0.056
Si	-0.051	5.425	20.389	-0.007	0.007	0.071
Si	2.624	8.238	20.428	0.004	0.022	0.055
Si	-0.022	-5.394	20.263	-0.013	0.008	0.053
Si	2.722	-2.695	20.251	0.004	-0.011	0.05
Si	5.497	-0.014	20.36	0.01	-0.004	0.062
Si	8.134	2.787	20.414	-0.008	0.002	0.044
Si	5.468	5.493	20.367	-0.006	0.004	0.066
Si	8.185	8.141	20.422	-0.009	-0.006	0.052
Si	5.379	-5.438	20.34	-0.018	-0.009	0.074
Si	8.2	-2.761	20.422	0.011	0.003	0.065
Si	-5.481	0.014	20.409	-0.013	-0.015	0.059
Si	-2.722	2.722	20.357	0.002	0.014	0.063
Si	-5.411	5.353	20.397	0.023	0.011	0.049
Si	-2.666	-8.221	20.385	0.011	-0.011	0.038
Si	-5.402	-5.489	20.537	0.005	-0.002	0.064
Si	-2.809	-2.674	20.46	-0.017	0.001	0.062
Si	1.781	-1.164	21.743	-0.338	-0.103	-0.667
Si	3.93	1.16	21.63	0.167	0.137	-0.678
Si	1.18	3.842	21.581	0.132	0.207	-0.78
Si	4.252	7.057	21.617	-0.162	-0.115	-0.769
Si	1.506	-6.405	21.703	-0.082	-0.259	-0.7
Si	3.786	-4.246	21.599	0.198	0.024	-0.707
Si	7.132	-1.102	21.668	-0.173	-0.119	-0.751
Si	-7.042	1.209	21.706	0.171	0.16	-0.747
Si	7.094	4.464	21.722	-0.11	-0.143	-0.774
Si	-6.904	6.572	21.697	0.053	0.194	-0.683
Si	6.479	-7.071	21.59	0.132	0.066	-0.759
Si	9.733	-3.901	21.824	-0.19	-0.272	-0.722
Si	-4.44	-1.566	21.798	0.26	0.172	-0.722
Si	-1.117	1.68	21.683	-0.151	-0.328	-0.723
Si	-3.878	4.176	21.784	-0.211	-0.128	-0.72
Si	-1.682	6.452	21.76	0.212	0.096	-0.77
Si	-3.699	-6.641	21.75	-0.272	-0.068	-0.701
Si	-1.605	-4.308	21.592	0.033	0.109	-0.701
Si	2.865	-5.395	26.259	0.067	0.018	-0.114
Si	6.414	4.042	24.716	0.017	0.035	-0.145
Si	-0.117	6.598	-5.16	-0.003	-0.053	-0.002
Si	3.963	-3.823	-3.14	0.023	-0.073	0.092
Si	4.588	-3.626	24.484	-0.057	-0.035	-0.046
Si	-6.513	0.402	-2.691	-0.084	0.03	-0.038
Si	6.585	-6.074	24.459	-0.057	-0.08	-0.083
Si	0.167	-3.29	-4.412	-0.024	-0.084	-0.029
Si	-7.215	-1.292	26.135	0.172	0.073	-0.082
Si	-7.458	2.055	-4.992	-0.004	0.031	0.09
Si	-2.988	-2.916	-4.643	0.073	0.118	-0.025
Si	0.41	-6.473	24.666	0.059	0.137	-0.178
Si	2.415	5.68	23.764	-0.027	0.041	-0.188
Si	-0.082	-5.575	-2.448	-0.054	0.008	0.146
Si	0.937	-1.38	24.568	0.106	0.024	-0.08
Si	1.578	-3.928	-7.184	-0.032	0.027	-0.009
Si	-6.984	4.319	25.921	-0.055	-0.039	0
Si	-0.934	-3.707	24.462	0.046	0.042	-0.111
Si	6.195	3.592	-5.338	0.012	0.104	0.096
Si	-5.317	2.443	24.059	0.008	0.016	-0.168
Si	-5.397	-8.034	23.863	0.037	-0.054	-0.038
Si	-3.125	-2.666	26.194	0.046	0.12	-0.197
Si	4.815	7.295	-2.709	0.024	0.018	0.092
Si	6.973	-4.212	-3.96	-0.115	-0.136	0.072
Si	6.355	-1.303	24.588	-0.033	-0.006	-0.104
Si	2.899	2.999	-2.061	0.069	-0.049	0.076
Si	-6.993	-5.487	24.481	0.026	0.13	-0.109
Si	-4.285	-2.008	-7.276	-0.089	-0.008	0.021
Si	2.925	7.577	-4.934	0.112	0.042	0.005
Si	7.221	-7.164	-2.757	0.059	-0.018	0.102
Si	-3.965	-5.752	-4.988	0.109	-0.039	0.019
Si	-0.261	7.06	24.498	0.031	-0.107	-0.056
Si	-1.658	1.697	-2.669	-0.013	0.085	0.05
Si	4.931	1.46	24.533	-0.011	-0.021	-0.113
Si	-7.899	-2.371	-2.093	-0.056	0.074	0.213
Si	-6.599	6.111	-7.198	-0.102	-0.029	-0.014
Si	-6.994	7.012	-2.789	-0.058	0.035	-0.02
Si	-3.456	4.04	-2.733	-0.126	-0.097	0.007
Si	-0.922	1.067	24.49	-0.016	0.109	0.019
Si	1.943	-1.538	-2.87	0.056	-0.078	0.098
Si	3.577	-5.729	-5.566	0.007	0.1	0.075
Si	5.458	4.521	-2.621	0.002	-0.048	0.105
Si	-1.085	-6.911	-5.079	0.094	0.087	0.178
Si	-4.188	-7.854	-2.809	0.046	0.018	0.133
Si	6.517	-5.315	-6.613	-0.036	0.017	-0.033
Si	1.305	1.274	-3.797	-0.018	0.021	-0.014
Si	1.279	1.689	-6.776	-0.167	0.05	-0.042
Si	-1.836	6.613	-2.696	0.006	0.073	-0.018
Si	4.279	5.686	25.967	0.061	0.071	-0.055
Si	5.406	6.378	-6.312	-0.03	0.021	0.013
Si	-5.923	4.779	-4.549	-0.052	0.017	0.101
Si	-3.785	-0.51	-2.806	-0.039	0.074	0.054
Si	-4.614	-0.425	24.693	-0.081	-0.076	-0.048
Si	7.46	-8.093	-7.002	0.015	-0.032	-0.112
Si	1.375	-1.374	5.469	0	0.001	0.016
Si	4.101	1.355	5.451	0.004	-0.005	0.007
Si	1.352	4.091	5.432	0.002	0.02	0.008
Si	4.08	6.803	5.459	-0.01	0.009	0.015
Si	1.34	9.538	5.438	0.003	0.006	0.002
Si	4.069	-4.055	5.458	0.003	0.009	0.014
Si	6.809	-1.353	5.443	-0.001	0.006	0.007
Si	9.531	1.336	5.461	-0.011	0	0.012
Si	6.791	4.077	5.467	0.003	-0.001	0.012
Si	-6.788	6.807	5.445	0.007	-0.018	0.013
Si	6.787	-6.778	5.44	-0.009	-0.005	0.009
Si	-6.802	-4.079	5.414	0.003	-0.01	0.008
Si	-4.079	-1.375	5.432	0.001	-0.003	0.01
Si	-1.352	1.345	5.426	0.005	-0.005	0.003
Si	-4.088	4.084	5.438	-0.013	-0.003	0.019
Si	-1.37	6.809	5.428	-0.002	0.005	0.007
Si	-4.073	-6.813	5.432	0.009	-0.003	0.005
Si	-1.331	-4.105	5.453	0.01	0.008	0.009
Si	2.733	0.002	6.811	-0.003	-0.005	0.003
Si	5.444	2.713	6.825	0.006	-0.006	0.004
Si	2.707	5.446	6.806	0.001	-0.006	0.001
Si	5.442	-8.151	6.806	0	-0.004	0.003
Si	2.712	-5.433	6.804	0.002	0.004	0
Si	5.444	-2.706	6.808	-0.009	0.002	0.006
Si	8.163	-0.007	6.819	0.003	0.006	0.004
Si	-5.44	2.722	6.804	-0.005	0.001	0.005
Si	-8.151	5.442	6.802	0	0.001	0.007
Si	-5.433	-8.158	6.806	-0.004	0.005	-0.001
Si	-8.158	-5.431	6.793	-0.005	0.003	-0.002
Si	-5.442	-2.731	6.79	-0.006	0.006	0.003
Si	-2.721	-0.005	6.79	0	-0.002	-0.001
Si	0.002	2.715	6.789	0	-0.003	-0.002
Si	-2.718	5.439	6.794	-0.002	0	-0.004
Si	-0.014	8.169	6.796	-0.003	-0.002	0.004
Si	-2.71	-5.457	6.799	0.005	-0.01	-0.001
Si	0.009	-2.733	6.818	0.006	0.001	0.001
Si	1.36	1.361	8.158	0.002	-0.009	-0.001
Si	4.07	4.08	8.162	-0.004	-0.007	-0.007
Si	1.35	6.81	8.159	0.002	-0.004	-0.001
Si	4.073	-6.797	8.162	-0.011	-0.008	-0.001
Si	1.366	-4.082	8.182	-0.001	0.007	-0.003
Si	4.091	-1.351	8.176	0.02	0.016	0
Si	6.81	1.36	8.179	0.006	0.01	0.005
Si	-6.799	4.078	8.166	0	-0.004	0.002
Si	6.807	6.806	8.158	0.001	0.005	-0.007
Si	-6.798	-6.794	8.154	0.005	0	-0.003
Si	6.799	-4.078	8.16	-0.01	-0.004	-0.004
Si	-6.796	-1.374	8.164	-0.014	-0.002	-0.006
Si	-4.075	1.36	8.156	0	0.005	-0.011
Si	-1.357	4.077	8.152	0	0.003	-0.003
Si	-4.077	6.795	8.162	0	0	-0.003
Si	-1.362	-6.806	8.173	0.001	0.005	-0.001
Si	-4.076	-4.088	8.149	0	-0.004	-0.006
Si	-1.363	-1.364	8.156	0.003	-0.009	-0.004
Si	-0.001	-0.003	9.515	-0.006	0.004	-0.008
Si	2.716	2.72	9.523	-0.001	0.003	-0.002
Si	-0.004	5.442	9.515	0.01	0.003	-0.004
Si	2.714	-8.156	9.522	0	0.002	-0.004
Si	-0.001	-5.444	9.531	0.001	-0.001	-0.002
Si	2.727	-2.715	9.531	0.003	-0.003	-0.006
Si	5.448	0.004	9.537	-0.003	0.001	-0.002
Si	-8.153	2.723	9.532	-0.005	0	0.005
Si	5.44	5.443	9.513	0.001	-0.002	-0.005
Si	-8.155	-8.155	9.518	0.001	-0.001	0
Si	5.438	-5.437	9.52	0.003	-0.002	-0.005
Si	-8.16	-2.725	9.525	0	-0.005	-0.002
Si	-5.436	-0.003	9.515	-0.002	0	-0.001
Si	-2.716	2.719	9.516	0.002	-0.001	0.001
Si	-5.437	5.438	9.523	-0.004	-0.004	0
Si	-2.722	8.153	9.528	0.001	-0.003	-0.001
Si	-5.437	-5.441	9.515	-0.003	0	-0.005
Si	-2.722	-2.725	9.513	0.001	0.01	-0.008
Si	1.36	-1.355	10.882	-0.001	0.004	-0.002
Si	4.08	1.365	10.885	0.004	0.002	0
Si	1.357	4.084	10.876	-0.004	-0.003	-0.001
Si	4.081	-9.518	10.874	-0.004	-0.001	-0.004
Si	1.359	-6.802	10.891	0.007	-0.005	0.002
Si	4.082	-4.079	10.888	0.003	0.004	-0.002
Si	6.807	-1.362	10.889	-0.001	0.006	0
Si	-6.792	1.357	10.883	-0.005	0.006	0.005
Si	-9.521	4.086	10.881	0.002	-0.001	0
Si	-6.8	-9.519	10.879	0	0.004	0.003
Si	-9.517	-6.796	10.876	-0.006	-0.006	-0.002
Si	-6.798	-4.085	10.877	0	0.001	-0.003
Si	-4.077	-1.364	10.875	0.001	-0.009	0.002
Si	-1.36	1.356	10.875	0.008	-0.002	0
Si	-4.074	4.077	10.881	0	0.001	0.003
Si	-1.361	6.796	10.885	-0.004	-0.009	0.001
Si	-4.085	9.517	10.879	-0.004	0.007	0.001
Si	-1.364	-4.079	10.88	0	-0.004	0
Si	2.718	0.008	12.243	0	0.005	0.001
Si	5.442	2.725	12.241	-0.008	0.004	0.002
Si	2.721	5.442	12.233	0.004	-0.003	0.004
Si	5.444	-8.159	12.232	0.003	0.001	-0.001
Si	2.72	-5.44	12.248	-0.001	0	0
Si	5.441	-2.718	12.246	0.001	-0.003	0.002
Si	8.17	-0.002	12.246	0.002	-0.006	0.008
Si	-5.433	2.716	12.243	0.001	-0.002	0.004
Si	-8.162	5.445	12.242	-0.01	0	0.003
Si	-5.444	-8.161	12.242	0	-0.005	0.005
Si	-8.156	-5.44	12.24	0.003	0.003	0.003
Si	-5.438	-2.724	12.232	-0.009	0.001	0.002
Si	-2.718	-0.005	12.237	0	0.005	0.004
Si	-0.002	2.72	12.231	0.003	0	0
Si	-2.718	5.437	12.247	0.008	0.001	0.005
Si	-0.004	8.157	12.248	0	0.002	0.004
Si	-2.729	-5.439	12.236	-0.001	-0.001	0.004
Si	-0.002	-2.719	12.237	0	0.002	0
Si	1.358	1.374	13.598	-0.012	0.008	0
Si	4.082	4.087	13.597	-0.002	-0.001	0.005
Si	1.36	6.792	13.599	0.005	-0.006	0.011
Si	4.091	-6.801	13.595	0.009	-0.011	-0.001
Si	1.352	-4.078	13.601	0.006	-0.006	0.007
Si	4.076	-1.355	13.6	-0.008	0.009	0.005
Si	6.803	1.361	13.596	0.001	-0.004	0.003
Si	-6.797	4.082	13.594	-0.002	0	-0.001
Si	6.799	-9.512	13.603	-0.004	0.004	0
Si	-6.804	-6.803	13.605	-0.003	0	0.003
Si	6.809	-4.074	13.599	-0.006	0.007	0.004
Si	9.536	-1.365	13.601	0.004	-0.008	0.004
Si	-4.076	1.351	13.603	-0.003	-0.003	0.008
Si	-1.358	4.068	13.601	0.006	-0.004	0
Si	-4.08	6.801	13.6	-0.003	0.001	0.002
Si	-1.373	9.524	13.596	-0.007	0.011	0.006
Si	-4.092	-4.085	13.599	0.002	0.001	-0.002
Si	-1.361	-1.364	13.6	0.01	-0.004	0.004
Si	-0.004	0.01	14.949	0	0	-0.001
Si	2.718	2.737	14.959	-0.002	-0.002	-0.002
Si	0.006	5.421	14.961	-0.005	0.001	0.003
Si	2.727	8.157	14.945	0.006	0.011	0
Si	-0.024	-5.43	14.957	-0.001	-0.003	-0.006
Si	2.712	-2.714	14.956	-0.002	-0.003	-0.006
Si	5.439	0.005	14.958	-0.006	-0.005	-0.001
Si	8.171	2.714	14.952	-0.006	0.004	-0.002
Si	5.437	5.447	14.96	0.001	-0.005	-0.001
Si	8.156	-8.155	14.971	-0.004	-0.003	0.002
Si	5.456	-5.44	14.953	0.003	0.003	-0.001
Si	8.173	-2.718	14.96	0.001	-0.001	-0.007
Si	-5.422	-0.016	14.971	0.001	-0.003	-0.001
Si	-2.718	2.711	14.963	0.005	0.002	-0.004
Si	-5.441	5.442	14.958	-0.001	0	-0.001
Si	-2.73	8.169	14.961	0.006	-0.002	-0.007
Si	-5.445	-5.447	14.968	-0.005	0.006	0.002
Si	-2.732	-2.726	14.954	0.003	-0.003	0.006
O	4.576	1.777	22.988	0.191	0.39	0.013
O	0.732	-6.733	23.096	-0.099	-0.168	0.184
O	7.105	-1.827	-1.324	-0.344	-0.273	-0.433
O	-4.413	3.452	23.155	0.145	-0.208	0.042
O	5.375	8.147	22.094	-0.003	-0.019	0.309
O	-6.515	5.814	25.554	-0.355	0.377	-0.491
O	-5.978	-4.997	25.609	0.452	-0.154	0.072
O	5.812	-7.365	25.012	-0.084	-0.573	-0.3
O	7.023	-6.347	22.933	0.603	0.365	0.177
O	-7.99	8.148	-3.385	0.068	0.051	-0.722
O	6.454	3.936	23.109	-0.205	-0.19	0.139
O	0.03	0.027	-0.39	-0.011	0.077	-0.278
O	-5.5	5.401	-0.299	0.258	0.053	0.014
O	-4.161	3.476	-1.385	-0.109	-0.364	0.064
O	-2.574	5.275	-2.21	-0.006	-0.017	0.24
O	-3.837	-4.259	-4.415	-0.338	0.105	0.535
O	3.612	6.4	22.957	0.092	-0.265	0.258
O	-5.467	7.511	-2.705	0.142	-0.033	0.189
O	-1.655	1.951	-1.07	-0.413	0.461	0.034
O	-0.144	1.586	-3.17	-0.024	0.194	0.183
O	1.777	-6.277	25.479	0.263	-0.479	-0.068
O	-1.848	0.564	25.7	-0.627	-0.386	-0.044
O	6.614	-1.759	23.058	-0.213	-0.404	0.047
O	-2.641	-2.799	-0.499	0.079	-0.06	-0.434
O	7.662	-1.535	25.48	-0.06	-0.187	0.118
O	5.123	-2.228	25.1	-0.048	0.003	0.523
O	1.671	3.492	-1.146	-0.098	-0.311	-0.331
O	4.657	6.884	-1.163	0.538	-0.098	-0.073
O	-4.494	4.609	-3.821	0.196	0.267	-0.209
O	7.47	-7.068	-1.158	0.726	-0.026	-0.04
O	-8.06	5.522	22.202	0.084	-0.036	0.475
O	-6.99	-1.122	-2.499	0.021	-0.052	-0.399
O	-7.481	6.75	-1.269	-0.392	-0.073	0.026
O	3.674	1.785	-1.317	-0.095	-0.268	-0.451
O	1.827	4.436	22.944	-0.039	-0.106	0.397
O	-8.159	2.758	-0.369	-0.156	0.264	-0.226
O	-3.827	-7.225	-1.363	0.624	0.082	0.033
O	0.936	-6.354	-1.452	0.089	-0.301	-0.109
O	2.699	-5.362	22.112	-0.012	-0.128	0.538
O	5.54	-3.687	-3.433	-0.053	0.35	0.376
O	2.989	-7.231	-5.495	-0.496	0.03	-0.036
O	-1.305	7.308	-1.335	0.011	0.488	-0.179
O	1.645	-1.896	23.205	0.176	-0.692	0.217
O	-0.053	2.314	25.062	0.163	0.405	-0.38
O	-0.833	-3.616	22.852	0.553	0.617	0.073
O	-5.199	-0.723	-6.945	0.158	0.096	0.434
O	5.89	3.474	-3.757	-0.123	-0.671	0.071
O	-4.087	-7.429	23.13	0.418	-0.275	0.341
O	-1.064	7.855	-5.515	-0.436	-0.118	-0.408
O	0.327	2.979	-6.881	-0.14	-0.008	0.113
O	-4.493	1.197	24.699	0.475	0.088	0.326
O	-5.501	-2.74	22.192	0.116	-0.107	0.385
O	0.039	-6.278	-6.066	0.33	0.154	0.168
O	-4.068	-0.907	23.241	0.401	-0.125	-0.044
O	-6.498	-6.87	23.846	-0.148	0.061	-0.273
O	2.813	2.083	-6.836	0.106	-0.426	0.474
O	-6.374	1.082	-1.241	0.548	0.147	-0.129
O	6.32	5.139	-5.801	0.245	0.268	-0.269
O	7.943	-5.759	25.257	-0.074	0.141	0.773
O	7.486	2.669	-5.546	0.127	-0.2	-0.552
O	-1.777	1.398	23.163	-0.578	0.065	0.093
O	5.575	5.992	-3.29	0.537	0.148	-0.705
O	5.569	2.766	25.222	-0.028	-0.036	0.436
O	5.719	-7.723	-2.975	-0.438	0.14	-0.097
O	-2.802	5.337	22.208	0.064	-0.093	0.47
O	1.789	-1.775	-1.275	0.454	-0.49	0.227
O	-6.442	3.288	-4.828	0.451	-0.25	-0.185
O	-4.565	-6.696	-3.849	-0.173	0.186	-0.077
O	4.254	-3.429	22.921	-0.048	0.518	0.211
O	2.816	0.056	22.08	-0.144	0.156	0.038
O	-6.969	0.941	-6.029	-0.244	-0.364	0.328
O	2.284	2.535	-3.484	0.084	0.205	-0.538
O	0.075	2.739	22.042	0.059	-0.238	0.479
O	-2.42	0.315	-2.97	0.235	-0.248	-0.164
O	-3.761	-1.228	25.812	-0.016	0.369	0.369
O	-0.275	5.453	-6.273	-0.24	-0.048	0.099
O	-0.768	-6.632	-3.497	-0.274	-0.476	0.135
O	-5.01	7.836	25.372	0.484	0.413	0.24
O	2.1	0.036	-3.133	0.521	0.195	0.049
O	3.592	1.056	25.298	-0.41	0.308	-0.292
O	-6.481	1.859	23.092	-0.246	0.146	0.325
O	2.653	-8.066	-0.385	-0.057	-0.153	-0.298
O	2.808	-4.846	-6.683	0.214	-0.057	-0.318
O	-6.041	7.09	22.981	0.267	-0.221	0.114
O	5.533	-5.483	-0.39	-0.068	0.096	-0.062
O	7.069	-4.213	-5.573	0.187	0.245	-0.035
O	8.049	-3.146	-3.442	0.398	0.133	-0.224
O	-6.176	-0.784	24.993	-0.084	0.064	-0.031
O	-1.116	-4.754	-1.48	-0.292	0.037	-0.289
O	-8.127	0.061	22.133	0.234	0.043	0.517
O	-7.147	-4.411	23.274	-0.416	0.306	0.307
O	-2.518	-6.289	-5.459	0.047	-0.074	-0.437
O	1.052	0.977	-5.356	-0.311	-0.218	-0.247
O	-2.62	-5.473	22.167	-0.042	0.054	0.219
O	0.06	5.374	-0.313	-0.018	0.097	-0.232
O	-4.167	-0.834	-1.267	-0.478	0.168	0.067
O	5.989	0.256	24.638	0.143	0.292	0.334
O	-7.565	7.314	-6.702	0.204	-0.029	0.024
O	-1.433	-3.305	-4.532	0.045	-0.219	-0.05
O	-6.98	5.634	-3.647	-0.434	-0.251	-0.07
O	3.913	4.234	-2.237	-0.186	0.453	-0.023
O	0.645	-4.509	-3.435	0.304	0.084	0.118
O	-5.042	0.339	-3.384	0.056	0.206	-0.594
O	1.875	-0.844	25.766	0.027	-0.276	0.244
O	-0.54	-5.197	24.919	-0.047	-0.29	0.464
O	5.408	0.003	-0.474	0.081	-0.082	-0.268
O	0.589	-1.94	-3.65	-0.386	0.545	-0.274
O	3.03	5.107	25.135	-0.176	-0.575	0.21
O	-0.652	6.158	-3.695	-0.002	-0.446	0.346
O	5.714	-4.751	24.594	0.157	0.011	-0.028
O	-5.944	3.243	25.315	0.109	-0.056	0.061
O	5.678	5.398	25.197	0.234	0.49	-0.109
O	0.064	-2.616	25.123	0.188	-0.031	0.195
O	3.436	-5.007	-4.117	-0.573	-0.295	0.103
O	7.606	-6.516	-6.725	0.349	0.267	0.096
O	-2.916	7.626	-3.356	0.013	0.164	-0.353
O	-3.533	-1.903	-3.54	-0.068	-0.255	0.21
O	3.712	-4.126	-1.566	-0.464	0.062	-0.105
O	-2.443	-3.343	24.895	-0.256	-0.023	-0.184
O	-2.487	2.907	-3.36	0.158	0.072	-0.407
O	-5.737	5.575	-5.944	0.45	0.012	0.011
O	3.372	7.55	-3.378	-0.568	0.188	0.158
O	0.044	-0.143	24.054	-0.186	-0.102	-0.637
O	0.858	-3.308	-5.873	0.035	0.328	0.025
O	7.308	-5.704	-3.425	0.37	0.057	0.084
O	-7.129	-3.432	-1.158	0.291	-0.008	-0.333
O	-4.969	-5.722	-6.242	-0.39	-0.429	0.017
O	-1.156	7.063	23.162	-0.023	0.26	-0.099
O	-0.341	-7.802	25.183	-0.079	0.096	0.625
O	3.185	-2.423	-3.424	-0.041	0.272	-0.119
O	5.115	-5.854	-6.032	0.023	-0.426	0.176
O	-3.229	-2.266	-6.093	0.235	0.368	-0.127
O	6.266	7.715	-6.028	-0.293	0.389	0.733
O	-5.5	-5.402	-0.45	-0.157	0.115	-0.367
O	-0.783	5.961	25.549	-0.223	-0.316	-0.127
O	-7.551	1.272	-3.575	-0.523	-0.095	0.144
O	6.389	4.408	-1.316	-0.057	0.175	-0.309
O	1.266	6.76	24.064	0.205	0.292	-0.082
O	3.321	-4.157	25.319	-0.421	0.22	-0.147
O	4.094	7.287	26.13	-0.32	0.063	-0.017
O	3.929	6.556	-5.699	-0.206	-0.307	-0.143
O	5.001	3.036	-6.232	-0.036	-0.268	0.286
O	1.428	7.027	-5.076	0.164	-0.056	-0.251
O	7.897	3.991	25.31	0.139	-0.291	-0.213

Results
total energy: -101659.102 eV
total energy less fixed offsets of O -438.25, Si -107.07 eV per atom: -5.902 eV
